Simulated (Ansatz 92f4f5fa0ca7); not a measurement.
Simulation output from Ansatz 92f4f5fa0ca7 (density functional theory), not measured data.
Periodic cell of 375 atoms, Si241O134, from a study of silicon, its oxide and their interface. The atomic structure is a simulated model.
Doubt: the cutoff is far below the 930 eV that the study's wrapper takes by default for these files, so forces and energies are approximate.

Settings
functional: PBE
potential files: Ansatz PAW
basis: plane waves
wave-function cutoff: 580 eV
density cutoff ratio: 5
exchange-correlation grid ratio: 1
k mesh: 1 x 1 x 1, Gamma-centred
self-consistency stop: 5e-08 eV per atom in the density residual
occupations: fixed
spin: none
net charge: 0

Cell vectors (angstrom)
a, 11.6015, 0, 0
b, 0, 13.3963, 0
c, 0, 0, 42.3657

Atoms: element, x, y, z (angstrom)
Si, 0, 2.2327, 1.1851
Si, 3.8672, 2.2327, 1.1851
Si, 7.7343, 2.2327, 1.1851
Si, 1.9336, 5.5818, 1.1851
Si, 5.8008, 5.5818, 1.1851
Si, 9.6679, 5.5818, 1.1851
Si, 0, 8.9308, 1.1851
Si, 3.8672, 8.9308, 1.1851
Si, 7.7343, 8.9308, 1.1851
Si, 1.9336, 12.2799, 1.1851
Si, 5.8008, 12.2799, 1.1851
Si, 9.6679, 12.2799, 1.1851
Si, 1.9336, 1.1164, 1.9745
Si, 5.8008, 1.1164, 1.9745
Si, 9.6679, 1.1164, 1.9745
Si, 0, 4.4654, 1.9745
Si, 3.8672, 4.4654, 1.9745
Si, 7.7343, 4.4654, 1.9745
Si, 1.9336, 7.8145, 1.9745
Si, 5.8008, 7.8145, 1.9745
Si, 9.6679, 7.8145, 1.9745
Si, 0, 11.1635, 1.9745
Si, 3.8672, 11.1635, 1.9745
Si, 7.7343, 11.1635, 1.9745
Si, 1.9336, 1.1164, 4.3426
Si, 5.8008, 1.1164, 4.3426
Si, 9.6679, 1.1164, 4.3426
Si, 0, 4.4654, 4.3426
Si, 3.8672, 4.4654, 4.3426
Si, 7.7343, 4.4654, 4.3426
Si, 1.9336, 7.8145, 4.3426
Si, 5.8008, 7.8145, 4.3426
Si, 9.6679, 7.8145, 4.3426
Si, 0, 11.1635, 4.3426
Si, 3.8672, 11.1635, 4.3426
Si, 7.7343, 11.1635, 4.3426
Si, 0, 0, 38.0252
Si, 3.8672, 0, 38.0252
Si, 7.7343, 0, 38.0252
Si, 1.9336, 3.3491, 38.0252
Si, 5.8008, 3.3491, 38.0252
Si, 9.6679, 3.3491, 38.0252
Si, 0, 6.6981, 38.0252
Si, 3.8672, 6.6981, 38.0252
Si, 7.7343, 6.6981, 38.0252
Si, 1.9336, 10.0472, 38.0252
Si, 5.8008, 10.0472, 38.0252
Si, 9.6679, 10.0472, 38.0252
Si, 0, 0, 40.3933
Si, 3.8672, 0, 40.3933
Si, 7.7343, 0, 40.3933
Si, 1.9336, 3.3491, 40.3933
Si, 5.8008, 3.3491, 40.3933
Si, 9.6679, 3.3491, 40.3933
Si, 0, 6.6981, 40.3933
Si, 3.8672, 6.6981, 40.3933
Si, 7.7343, 6.6981, 40.3933
Si, 1.9336, 10.0472, 40.3933
Si, 5.8008, 10.0472, 40.3933
Si, 9.6679, 10.0472, 40.3933
Si, 0, 2.2327, 41.1827
Si, 3.8672, 2.2327, 41.1827
Si, 7.7343, 2.2327, 41.1827
Si, 1.9336, 5.5818, 41.1827
Si, 5.8008, 5.5818, 41.1827
Si, 9.6679, 5.5818, 41.1827
Si, 0, 8.9308, 41.1827
Si, 3.8672, 8.9308, 41.1827
Si, 7.7343, 8.9308, 41.1827
Si, 1.9336, 12.2799, 41.1827
Si, 5.8008, 12.2799, 41.1827
Si, 9.6679, 12.2799, 41.1827
Si, 0.0386, -0.2982, 30.6007
Si, 3.8171, -2.2349, 30.7591
Si, 5.2572, -0.5246, 31.7752
Si, 2.5284, 2.6036, 30.455
Si, 6.2486, 3.0893, 31.8205
Si, 10.147, 3.5374, 29.4103
Si, 0.3245, 9.7103, 31.7859
Si, 4.2464, 6.9097, 31.0358
Si, 8.0843, 6.5603, 31.5307
Si, 4.3135, 10.991, 28.3754
Si, 7.5836, 11.486, 26.107
Si, 9.6685, 10.1315, 31.1882
Si, 0.4513, 1.9337, 31.3578
Si, 4.3403, 1.7319, 31.787
Si, 7.3307, 2.5502, 29.8634
Si, 2.3437, 5.6167, 31.6063
Si, 5.9837, 5.4897, 31.9289
Si, 9.6359, 6.5002, 28.9355
Si, 0.6757, 7.3695, 29.9435
Si, 4.6226, 9.1236, 31.7961
Si, 7.8274, 9.0007, 34.2885
Si, 1.626, 11.7038, 31.6798
Si, 7.4373, 13.0087, 30.7949
Si, 9.5848, 12.4304, 31.7107
Si, 0.0266, 2.2349, 33.7761
Si, 3.8473, 2.1809, 34.0976
Si, 7.5351, 2.4014, 33.9144
Si, 1.9934, 5.5764, 33.9831
Si, 5.8164, 5.634, 34.2542
Si, 9.6122, 5.6727, 34.0498
Si, 0.1035, 9.0146, 34.0787
Si, 3.9806, 9.0132, 34.1078
Si, 7.8125, 8.8425, 31.9942
Si, 1.8975, 12.276, 34.0126
Si, 5.7035, 12.4073, 34.0854
Si, 9.6521, 12.386, 34.0675
Si, 1.8626, 1.1259, 34.8081
Si, 5.7996, 1.1884, 34.9638
Si, 9.6012, 1.2643, 34.6597
Si, -0.0201, 4.4826, 34.6462
Si, 3.8602, 4.4538, 34.893
Si, 7.7561, 4.5105, 34.9548
Si, 2.0222, 7.8336, 34.8064
Si, 5.8517, 7.8804, 34.995
Si, 9.7768, 7.8586, 34.9106
Si, -0.0187, 11.2192, 34.91
Si, 3.8382, 11.227, 34.9094
Si, 7.6989, 11.2875, 34.8518
Si, 1.9232, 1.1155, 37.2028
Si, 5.8052, 1.1216, 37.2899
Si, 9.6595, 1.1432, 37.1267
Si, -0.0037, 4.4618, 37.1206
Si, 3.8623, 4.4587, 37.2507
Si, 7.7391, 4.4592, 37.2809
Si, 1.9444, 7.8156, 37.2009
Si, 5.7994, 7.8189, 37.3145
Si, 9.6868, 7.8204, 37.2583
Si, -0.0038, 11.1743, 37.262
Si, 3.8613, 11.1715, 37.2586
Si, 7.7259, 11.1818, 37.2222
Si, 0.0031, -0.0005, 5.0161
Si, 3.8611, -0.0026, 5.0015
Si, 7.7333, 0.001, 4.9979
Si, 1.9298, 3.3261, 5.2119
Si, 5.798, 3.3504, 5.2472
Si, 9.6689, 3.3401, 5.2647
Si, -0.0177, 6.6952, 5.1272
Si, 3.8935, 6.6909, 5.1982
Si, 7.7322, 6.6957, 5.2079
Si, 1.942, 10.0402, 5.088
Si, 5.8048, 10.0343, 5.1049
Si, 9.6627, 10.0421, 5.1022
Si, 0.0073, -0.0319, 7.3153
Si, 3.8314, -0.0448, 7.2975
Si, 7.6956, -0.0019, 7.2932
Si, 1.9204, 3.2305, 7.6454
Si, 5.7828, 3.3139, 7.7143
Si, 9.6644, 3.2552, 7.7595
Si, -0.0248, 6.6393, 7.4871
Si, 3.9517, 6.6269, 7.6159
Si, 7.7492, 6.6701, 7.6504
Si, 1.9785, 9.9932, 7.4253
Si, 5.8233, 9.9787, 7.4537
Si, 9.6641, 10.0491, 7.452
Si, 0.0014, 2.0216, 8.4569
Si, 3.8617, 2.0351, 8.3668
Si, 7.6768, 2.0643, 8.407
Si, 1.937, 5.5312, 8.1946
Si, 5.8786, 5.5385, 8.6631
Si, 9.6847, 5.5468, 8.4888
Si, 0.0148, 8.9196, 8.1549
Si, 3.9044, 8.9033, 8.3145
Si, 7.7665, 8.9848, 8.3785
Si, 1.9181, 12.2378, 8.1122
Si, 5.7707, 12.2436, 7.9912
Si, 9.6389, 12.3314, 8.04
Si, -0.0283, 0.7628, 10.6126
Si, 3.7777, 0.6978, 10.4039
Si, 7.5057, 0.8329, 10.4887
Si, 2.0646, 5.4396, 11.3891
Si, 7.9299, 7.3424, 11.7328
Si, 9.9291, 4.3745, 12.6358
Si, 1.9329, 10.3406, 11.3211
Si, 3.9865, 9.2041, 10.7042
Si, 7.7768, 9.4891, 10.7629
Si, 1.8774, 12.6543, 10.4309
Si, 4.7407, 10.8061, 14.355
Si, 9.5458, 12.948, 10.3071
Si, 1.8079, -3.5588, 13.6059
Si, 5.7185, -0.6527, 10.2563
Si, 9.8154, -2.6317, 11.0873
Si, 0.0912, 1.9067, 12.7091
Si, 2.8982, 2.7102, 12.5462
Si, 7.1806, 3.0222, 12.66
Si, -0.2614, 7.3061, 11.7867
Si, 6.3001, 5.7675, 11.1203
Si, 9.6407, 5.9764, 10.9032
Si, 0.0346, 9.2906, 10.4648
Si, 5.7603, 10.6487, 11.3157
Si, 4.6368, 7.1952, 12.0077
O, 4.9415, -1.2068, 15.1693
O, 10.7648, 1.1741, 13.8331
O, 6.9421, 2.7271, 14.2729
O, 0.4867, -3.0036, 14.408
O, 3.8475, 15.0554, 11.7668
O, -0.8083, 7.9615, 13.2089
O, 9.8322, 4.9781, 14.1711
O, 5.3118, 9.5829, 15.27
O, 8.1962, 7.6014, 13.4157
O, 3.8407, 3.396, 13.6659
O, 6.9457, 1.631, 11.8461
O, 4.8845, 7.5638, 13.6138
O, 6.6576, 3.0949, 28.4768
O, 2.4357, 2.4462, 28.7643
O, 8.3122, -1.7904, 27.5606
O, -4.354, -1.7727, 29.8997
O, 14.3288, 17.597, 30.8341
O, 9.205, 6.9356, 27.4164
O, 10.1356, 2.5811, 28.1072
O, 1.578, 7.1693, 28.6185
O, 5.0545, 12.4556, 28.0033
O, 7.2312, 9.3531, 28.5463
O, 0.1102, 12.7505, 28.9328
O, 6.5519, 10.2053, 26.1347
Si, 6.6419, 4.274, 27.3579
Si, 11.6639, 12.6862, 27.3002
Si, 8.1105, 10.6906, 28.8855
Si, 0.381, 0.6815, 17.6822
Si, 2.763, 10.7011, 23.1514
Si, 8.4895, 6.1634, 20.9959
Si, 1.8973, 6.2588, 27.3169
Si, 5.8821, 5.5941, 19.3277
Si, 4.8933, 8.0221, 15.1971
Si, 4.7098, 2.5983, 25.8091
Si, 11.6749, 6.2296, 24.8936
Si, 11.7552, 8.9517, 18.8831
Si, 5.8922, 0.4876, 20.7936
Si, 4.1882, 12.7146, 16.5064
Si, 6.239, 5.6404, 16.2733
Si, 10.5529, 10.9302, 14.1605
Si, 10.158, 0.4486, 15.166
Si, 2.6659, 11.7818, 26.0235
Si, 13.5412, 11.4796, 18.1618
Si, 5.9422, 9.5103, 27.5191
Si, 6.1262, 16.0351, 23.175
Si, 10.4335, -2.1413, 25.1043
Si, 11.7344, 14.496, 20.6542
Si, 9.2367, 4.7693, 15.6882
Si, 5.2357, -0.2425, 26.5399
Si, 10.0776, -0.2836, 22.8634
Si, 4.7965, 6.7467, 27.863
Si, 1.9374, 8.3263, 21.3638
Si, 5.7209, 1.3398, 17.9465
Si, 10.7242, 2.0684, 26.694
Si, 2.1799, 7.089, 15.0045
Si, 10.9696, 6.9115, 16.546
Si, 7.7649, 2.1639, 15.582
Si, 9.1919, 2.5615, 23.9531
Si, 8.8766, 5.8872, 26.1936
Si, 7.6439, 7.3922, 23.8273
Si, 9.5051, -5.1684, 14.1849
Si, 2.006, 3.1322, 27.3208
Si, 7.6524, 11.406, 21.6875
Si, 9.4479, 9.1555, 20.625
Si, 4.5536, 4.9189, 21.7175
Si, 10.357, -4.6758, 23.5439
Si, 3.0361, 2.0198, 16.9444
Si, 3.6447, 4.3271, 14.9731
Si, 4.806, 7.7533, 20.7648
Si, 14.3919, 12.9557, 20.891
Si, 5.7224, 9.5005, 22.8945
Si, 10.7051, 3.9945, 21.6406
Si, 1.6705, 5.4019, 22.5763
O, 6.7638, 12.5066, 20.8797
O, 10.9789, -3.5439, 24.5068
O, 0.8099, 8.2741, 20.2042
O, 1.7566, 14.246, 20.853
O, 9.4036, -3.5726, 14.5104
O, 4.3003, 13.5367, 20.688
O, 4.3105, 2.1881, 17.9606
O, 0.9388, 6.8406, 26.1326
O, 8.1722, 4.5753, 26.8709
O, 4.2465, 10.0209, 23.3475
O, 3.4162, 7.7301, 15.8785
O, 12.5071, 12.5486, 17.4969
O, 10.6809, 0.4547, 26.7281
O, 5.3624, 7.1558, 19.3506
O, 7.5839, 2.8752, 23.8972
O, 9.796, 7.5968, 15.6514
O, -0.6836, -0.9357, 24.1068
O, 11.2052, 7.3618, 23.8246
O, -1.2269, 9.1616, 21.9836
O, 2.6716, 5.581, 14.606
O, 0.7977, 6.8554, 15.7912
O, 5.6604, 4.0589, 22.5318
O, 10.3273, -1.1557, 15.0772
O, -0.6649, 14.3921, 16.4853
O, 14.8752, 11.5359, 17.1978
O, 8.2033, 10.2006, 20.7291
O, 7.3104, 5.5209, 20.0881
O, 10.3268, 5.3988, 16.7568
O, 7.7525, 5.4286, 15.7599
O, 12.1042, 4.8073, 21.6423
O, 11.2811, 7.7345, 17.9024
O, 4.8076, 6.5331, 21.8742
O, 6.2165, 14.8436, 22.0704
O, 8.9454, -1.3043, 22.3566
O, 9.3708, 1.0886, 23.3251
O, 13.9755, 11.9334, 19.6718
O, 6.2427, 8.2333, 23.8067
O, 5.9792, 7.2333, 16.1044
O, 11.0844, 13.3874, 21.6377
O, 2.7723, 12.0925, 22.2839
O, 4.0055, 12.6308, 25.5926
O, 5.4278, 8.0374, 27.1149
O, 6.3512, 1.3131, 19.4426
O, 5.3546, 13.1889, 17.5469
O, 6.077, 5.1209, 17.7995
O, 8.7955, 11.3055, 25.0589
O, 6.7411, 15.3727, 16.8384
O, 5.9355, 5.6012, 27.9528
O, 8.9742, 3.1936, 16.0151
O, 8.5507, 0.7633, 15.2653
O, 10.0518, 3.6574, 23.1051
O, 3.0447, 10.7787, 27.2822
O, 1.6132, 4.6852, 27.6082
O, 1.8101, 9.6108, 22.376
O, 1.6046, 1.779, 17.6822
O, 8.9622, 7.6058, 20.3703
O, 10.3786, 9.6819, 19.382
O, 3.0604, 4.5816, 22.2987
O, 9.6454, 5.011, 20.9282
O, 8.8107, 8.5084, 23.9713
O, 4.7846, 4.6358, 20.1024
O, 10.3038, 5.52, 25.4672
O, 6.7431, 10.7695, 22.8963
O, 11.0323, 11.3301, 26.6274
O, 3.1881, 3.0117, 26.2019
O, 13.155, -0.5693, 26.6225
O, 6.6776, -0.5758, 25.8224
O, 7.9344, 6.4533, 22.5176
O, 12.8061, 10.0114, 18.1888
O, 7.7526, 6.4563, 25.1592
O, 2.1849, 11.0138, 24.66
O, 5.1265, 4.8256, 15.4109
O, 1.9001, 6.9723, 22.2517
O, 3.3241, 0.6563, 16.0615
O, -0.4958, 2.5744, 20.947
O, 12.2965, 2.4907, 26.5972
O, 11.2623, 0.7924, 19.126
O, 5.1299, 1.3489, 26.7521
O, 4.9502, 2.2065, 24.2455
O, 9.7904, 2.5847, 25.4706
O, 5.7236, 3.8267, 26.1026
O, 2.9139, 3.4063, 16.1055
O, 5.7226, 8.9541, 21.3481
O, 1.1165, 5.227, 24.1218
O, 3.4853, 6.362, 26.9652
O, 3.3354, 8.3841, 20.5372
O, 13.2485, 1.8997, 13.2364
O, 12.7459, 8.7337, 30.6899
O, 8.7747, 3.2507, 12.4466
O, -0.3047, 3.4899, 12.5086
O, 3.4196, -7.2613, 11.8924
O, 12.4947, -7.2693, 30.9811
O, 13.5605, 8.1981, 13.8074
O, -9.8666, -7.6616, 9.8391
O, 5.5621, 10.9144, 12.9633
O, 12.4458, 6.1462, 12.219
O, -3.2713, 6.4383, 29.8996
O, 9.3343, 5.8236, 32.3619
O, -13.6566, 10.2464, 29.5037
O, 10.3908, 5.0562, 28.8979
O, 4.3598, 20.4567, 29.387
O, 8.71, 3.3742, 30.131
O, -0.8983, 7.5464, 29.5703
O, 11.2319, 3.1334, 30.534
O, 3.132, 10.6053, 14.1752
O, 7.5808, 14.3201, 29.7415
O, 17.8751, 9.3516, 31.5615
O, 10.3494, -2.1093, 12.5911
O, 6.3813, 4.3093, 12.0233
O, 2.2657, 3.8328, 11.5471

Results
free energy: -229411.474 eV
free energy less fixed offsets of O -568.88, Si -635.61 eV per atom: 0.456 eV

Forces (eV/angstrom), in the order of the atoms: element, x, y, z
Si, 0.0131, -0.0382, -0.0851
Si, -0.0236, -0.0314, -0.0556
Si, 0.0132, -0.0418, -0.0278
Si, -0.0026, 0.0159, 0.0374
Si, -0.0066, 0.0639, 0.0413
Si, 0.0314, 0.0328, 0.0437
Si, -0.0257, 0.0217, 0.046
Si, 0.0144, 0.0392, -0.0005
Si, -0.0025, 0.0272, -0.0232
Si, -0.0141, 0.0047, 0.0314
Si, 0.0051, -0.0113, 0.0233
Si, -0.007, -0.0239, 0.0329
Si, -0.0222, 0.148, 0.0139
Si, -0.0353, 0.2054, -0.0206
Si, 0.0262, 0.1849, 0.0023
Si, -0.0287, -0.1106, 0.0002
Si, 0.0041, -0.0569, -0.0127
Si, 0.0074, -0.0518, -0.0305
Si, 0.0631, -0.1102, -0.0368
Si, 0.0272, -0.0864, 0.0014
Si, -0.0736, -0.0409, -0.0066
Si, 0.0005, -0.0573, -0.0151
Si, 0.0399, -0.0818, -0.0212
Si, -0.0131, -0.0523, -0.0078
Si, -0.0276, 0.2943, -0.5311
Si, -0.063, 0.4192, -0.2431
Si, 0.05, 0.4283, -0.2558
Si, -0.0756, -0.3023, 0.4612
Si, 0.0173, -0.1695, 0.5927
Si, 0.037, -0.1483, 0.7851
Si, 0.1224, -0.2307, 0.2659
Si, 0.0953, -0.1894, 0.0868
Si, -0.2011, -0.1225, 0.0495
Si, -0.0002, -0.2143, -0.2522
Si, 0.0735, -0.222, -0.3913
Si, -0.0273, -0.2288, -0.3562
Si, -0.2054, 0.2689, -0.2469
Si, -0.1446, 0.1043, 0.0186
Si, 0.2744, 0.1433, -0.0676
Si, -0.2531, 0.019, -0.2657
Si, -0.05, 0.0912, 0.2444
Si, 0.2608, -0.0682, -0.1726
Si, 0.2021, -0.2098, -0.2945
Si, -0.1554, -0.0671, 0.1124
Si, 0.1418, 0.0011, 0.1424
Si, -0.014, -0.0594, -0.0317
Si, 0.0156, 0.2021, 0.1324
Si, -0.1078, 0.1411, -0.0272
Si, -0.1001, 0.0868, 0.01
Si, -0.0547, 0.0511, -0.0041
Si, 0.0985, 0.0623, 0.0024
Si, -0.1089, -0.0184, -0.0111
Si, -0.0017, 0.0329, -0.0217
Si, 0.108, -0.0197, -0.0207
Si, 0.0758, -0.0899, 0.026
Si, -0.0494, -0.0024, 0.0113
Si, 0.0672, 0.0289, 0.0152
Si, -0.0091, -0.0351, 0.0076
Si, 0.0171, 0.0912, 0.0194
Si, -0.0573, 0.0199, 0.03
Si, -0.0094, 0.0274, 0.0563
Si, 0.0158, 0.0228, -0.0093
Si, -0.0132, 0.0228, -0.0029
Si, 0.008, -0.0068, 0.0101
Si, 0.001, -0.0542, -0.0163
Si, -0.0291, -0.027, -0.0156
Si, 0.0164, -0.0105, -0.0572
Si, -0.0001, -0.0343, -0.012
Si, -0.0014, -0.0251, 0.0111
Si, 0.0148, 0.0015, -0.0472
Si, -0.0015, 0.0025, -0.0164
Si, 0.0026, 0.0242, 0.0129
Si, -0.2498, -0.0343, -0.4905
Si, -0.0948, -0.0905, 0.0655
Si, 0.1101, 0.2652, 0.1716
Si, 0.3464, -0.0335, -0.2889
Si, 0.092, -0.1894, 0.1662
Si, -0.1801, -0.0214, -0.1635
Si, 0.0913, -0.2573, 0.1909
Si, 0.2112, -0.2146, -0.3001
Si, -0.4624, -0.4569, -0.1063
Si, -0.0992, 0.2002, -0.3128
Si, 0.0258, 0.0755, -0.0197
Si, -0.1118, 0.4279, -0.2998
Si, -0.0854, 0.1908, -0.2032
Si, -0.063, -0.1884, 0.3036
Si, -0.0733, -0.0769, 0.2335
Si, -0.1344, -0.0921, 0.216
Si, 0.2108, 0.1816, 0.0341
Si, -0.2503, 0.0099, -0.092
Si, -0.0888, -0.0538, -0.1242
Si, 0.1044, 0.1645, 0.21
Si, -0.1363, -0.0003, 0.119
Si, 0.2928, -0.192, 0.283
Si, -0.11, 0.1812, -0.6946
Si, -0.071, -0.1866, 0.2581
Si, -0.0976, -0.1008, 0.1965
Si, -0.1951, 0.0813, -0.0915
Si, 0.0467, 0.0271, -0.0856
Si, 0.0004, 0.0771, -0.0649
Si, -0.1414, 0.1816, 0.0633
Si, -0.1163, 0.008, -0.5901
Si, -0.0413, -0.1289, -0.1561
Si, 0.0879, 0.0984, -0.0443
Si, 0.0105, -0.0448, 0.3488
Si, -0.0596, -0.0202, 0.0926
Si, 0.138, -0.1524, 0.0447
Si, 0.1554, 0, 0.0379
Si, 0.157, -0.0711, -0.0279
Si, -0.1998, -0.0321, -0.1025
Si, -0.0153, 0.0198, 0.0257
Si, 0.2401, -0.0611, 0.0446
Si, 0.122, -0.1101, -0.1261
Si, -0.1819, -0.0052, -0.1204
Si, 0.0292, -0.0003, -0.0822
Si, 0.0819, -0.0891, -0.0843
Si, 0.1323, 0.1499, -0.0387
Si, -0.0586, 0.1995, -0.0263
Si, -0.0346, -0.036, -0.0631
Si, -0.0684, -0.0636, -0.1086
Si, -0.0305, -0.0665, 0.0087
Si, -0.0008, -0.0282, 0.054
Si, -0.0633, 0.1017, 0.0625
Si, -0.0793, -0.0201, 0.0728
Si, -0.0059, -0.051, -0.0423
Si, 0.063, 0.0195, 0.1036
Si, 0.0079, -0.0129, -0.0021
Si, 0.0225, 0.0006, -0.0419
Si, 0.0302, -0.0587, 0.058
Si, 0.0079, -0.0206, -0.0101
Si, -0.0304, 0.0049, 0.0073
Si, -0.0031, 0.0652, 0.0472
Si, -0.009, 0.0365, 0.0556
Si, -0.0263, 0.0019, 0.1072
Si, -0.0159, 0.0707, 0.1086
Si, -0.0011, 0.131, -0.0595
Si, -0.0243, 0.1299, -0.1125
Si, 0.0177, 0.0734, -0.0664
Si, 0.0274, -0.0498, -0.0586
Si, -0.0063, -0.0637, -0.1042
Si, -0.0002, 0.0046, 0.0066
Si, 0.031, 0.0374, 0.0209
Si, 0.0043, -0.0026, 0.0067
Si, -0.0249, 0.0733, 0.0359
Si, 0.0053, 0.0066, -0.0268
Si, 0.0696, -0.0886, -0.2823
Si, -0.0198, -0.123, -0.2676
Si, 0.0101, -0.2759, -0.1398
Si, 0.0662, -0.2408, 0.0219
Si, -0.087, -0.1627, -0.1747
Si, -0.0404, 0.0401, -0.1026
Si, 0.0582, 0.0764, 0.0471
Si, -0.0271, 0.0327, 0.0874
Si, -0.0344, -0.0814, 0.0682
Si, -0.0065, -0.1087, 0.0062
Si, 0.0468, -0.0985, 0.0015
Si, 0.12, -0.0457, 0.1959
Si, -0.1814, 0.0001, 0.0442
Si, 0.1362, 0.0486, 0.0882
Si, -0.0683, 0.0705, 0.4072
Si, 0.0736, 0.1328, -0.3914
Si, 0.0244, 0.0828, 0.1238
Si, 0.0565, -0.0538, 0.0742
Si, -0.0355, -0.0644, 0.1236
Si, -0.0649, -0.1242, -0.0634
Si, -0.0468, 0.0104, -0.0298
Si, 0.0464, 0.0671, 0.0214
Si, -0.0067, 0.0866, 0.021
Si, -0.0534, 0.056, -0.0467
Si, 0.0788, 0.1794, 0.3718
Si, -0.1091, 0.0066, 0.05
Si, -0.1545, 0.0645, 0.149
Si, 0.7363, 0.059, 0.4463
Si, -0.0125, 0.0248, 0.1457
Si, 0.154, 0.3024, -0.1574
Si, 0.0494, 0.0845, -0.0317
Si, 0.093, 0.0774, -0.1722
Si, -0.1276, -0.0724, 0.0654
Si, 0.032, 0.0307, 0.014
Si, 0.1827, 0.282, -0.1216
Si, 0.0703, 0.0397, -0.2325
Si, -0.063, -0.0516, -0.0716
Si, 0.1482, -0.0403, 0.4655
Si, -0.1976, -0.2131, -0.2064
Si, 0.0193, -0.2851, 0.3167
Si, 0.3635, -0.2493, 0.3339
Si, -0.4884, -0.0687, -0.3577
Si, -0.5418, -0.0811, 0.5761
Si, 0.7942, 0.3662, -0.0644
Si, -0.0737, -0.0666, -0.0297
Si, -0.2005, 0.1687, 0.4024
Si, -0.2796, 0.1544, 0.0687
O, -0.0248, -0.0393, 0.0062
O, 0.0248, -0.0304, 0.0129
O, -0.1264, 0.1015, -0.4206
O, -0.0874, -0.0195, 0.1226
O, 0.0148, -0.0299, -0.2282
O, -0.0037, -0.0566, -0.0574
O, 0.0403, 0.0884, -0.222
O, 0.0185, 0.0877, -0.0506
O, -0.2585, -0.019, -0.4201
O, 0.074, -0.0115, -0.1965
O, -0.0697, 0.0241, -0.1653
O, 0.0802, -0.0878, -0.3361
O, 0.0061, -0.0294, 0.0198
O, -0.0199, 0.0409, 0.5711
O, 0.0232, -0.0292, 0.0572
O, -0.0731, 0.0249, 0.1428
O, -0.0685, 0.1886, 0.0261
O, 0.0452, -0.001, 0.1104
O, 0.0304, -0.0535, 0.1955
O, 0, 0.0436, 0.0747
O, -0.1197, -0.265, 0.2881
O, -0.0834, 0.121, 0.0444
O, 0.0008, 0.085, 0.5315
O, -0.219, -0.0422, 0.1492
Si, 0.0036, -0.0467, -0.0876
Si, -0.0817, 0.0314, -0.1837
Si, 0.2919, 0.1068, -0.1992
Si, 0.1333, 0.0617, -0.1944
Si, 0.0387, -0.031, 0.0508
Si, -0.1261, 0.0536, 0.0421
Si, 0.068, -0.1396, -0.1953
Si, 0.0998, 0.0409, -0.2977
Si, -0.0216, -0.075, 0.223
Si, 0.0187, -0.0156, 0.0647
Si, -0.0741, -0.0028, 0.1795
Si, 0.012, -0.0224, -0.1792
Si, 0.0199, 0.1193, -0.143
Si, -0.0109, 0.1441, -0.0354
Si, -0.0391, 0.0253, -0.0699
Si, 0.0774, 0.0449, -0.0637
Si, -0.0933, 0.2549, -0.0027
Si, 0.1585, 0.1962, -0.056
Si, 0.0213, 0.1876, -0.1411
Si, 0.2744, -0.158, -0.0766
Si, -0.054, -0.1231, 0.2481
Si, -0.068, -0.0269, 0.041
Si, -0.0487, -0.1122, -0.1556
Si, -0.037, -0.0937, 0.1126
Si, 0.013, 0.1134, -0.3584
Si, 0.0058, 0.0192, 0.1828
Si, -0.0357, -0.1555, -0.1291
Si, -0.0105, 0.0422, -0.0201
Si, -0.0627, -0.0176, -0.2513
Si, 0.0901, 0.1151, -0.1137
Si, 0.1203, -0.0223, 0.1538
Si, 0.011, -0.2495, -0.0271
Si, 0.1823, -0.0951, 0.2424
Si, 0.0248, -0.0752, 0.1246
Si, 0.0149, -0.006, -0.0238
Si, 0.1246, 0.0007, 0.1096
Si, 0.1306, -0.323, -0.0792
Si, -0.011, 0.1088, -0.2049
Si, 0.0165, 0.0072, 0.1475
Si, 0.1448, -0.0096, -0.0113
Si, -0.0039, -0.0296, -0.0287
Si, -0.0292, -0.0155, 0.157
Si, -0.0222, 0.0031, -0.0559
Si, -0.0155, 0.0533, 0.3096
Si, 0.0166, -0.0098, -0.1259
Si, -0.0229, -0.0629, -0.1527
Si, 0.0374, 0.0136, 0.0713
Si, -0.0597, -0.0514, 0.2136
Si, -0.1066, -0.003, 0.2242
O, 0.0126, -0.0419, -0.0298
O, -0.0198, 0.0479, -0.0018
O, 0.0433, -0.0419, 0.1222
O, 0.0367, 0.0446, 0.0824
O, -0.0167, 0.0543, -0.0695
O, -0.0345, 0.0019, 0.0659
O, 0.0427, 0.0019, 0.0957
O, 0.016, -0.0101, 0.0951
O, -0.0369, -0.0209, 0.0551
O, 0.0321, -0.0269, -0.0324
O, 0.0233, 0.0462, -0.0891
O, -0.0192, -0.0967, 0.0694
O, -0.0214, -0.1533, 0.0697
O, -0.0731, 0.0625, 0.1632
O, -0.0273, 0.0094, -0.0789
O, -0.0884, 0.1262, -0.1095
O, 0.024, -0.0094, -0.0335
O, 0.0274, 0.0176, -0.1364
O, -0.0046, 0.021, -0.0471
O, -0.0623, 0.0012, -0.2233
O, -0.0112, 0.0437, -0.0065
O, -0.0111, 0.099, -0.0602
O, 0.0191, -0.2358, -0.0428
O, 0.014, -0.0116, 0.0287
O, -0.056, -0.0735, 0.0491
O, -0.0512, -0.0092, -0.0724
O, 0.0713, -0.0109, 0.0806
O, 0.0416, 0.0981, -0.0059
O, 0.0059, 0.0304, -0.0365
O, -0.0125, -0.0144, -0.1051
O, 0.0268, 0.1151, 0.1335
O, -0.0385, -0.0007, 0.088
O, 0.0169, -0.011, -0.0263
O, -0.0861, -0.0404, -0.0861
O, -0.0231, -0.037, -0.065
O, 0.0383, 0.0124, 0.1482
O, -0.0623, 0.0502, -0.0402
O, -0.0108, 0.0571, -0.0757
O, 0.0242, -0.0085, -0.0357
O, -0.0141, -0.014, 0.0396
O, -0.0905, -0.068, -0.0173
O, -0.0505, -0.0098, -0.0383
O, 0.035, -0.0385, 0.2275
O, -0.0052, -0.0391, 0.0507
O, -0.041, -0.0275, 0.2172
O, -0.0241, 0.0043, 0.0509
O, 0.0068, 0.0327, -0.0075
O, -0.0288, 0.073, 0.1138
O, 0.0189, 0.0006, -0.0586
O, 0.042, 0.0126, -0.0745
O, 0.0604, 0.0416, -0.1299
O, 0.1794, 0.0274, 0.1658
O, -0.0597, 0.078, 0.1251
O, 0.0204, -0.0227, -0.0344
O, -0.049, -0.0275, 0.0828
O, 0.0022, -0.0155, -0.0244
O, -0.0604, -0.0006, 0.0952
O, 0.0346, -0.0024, -0.0488
O, 0.0412, -0.0022, -0.0693
O, -0.0349, 0.0648, -0.0369
O, -0.0527, 0.0076, 0.1363
O, -0.0067, 0.024, -0.0042
O, -0.019, -0.0127, -0.036
O, 0.0526, 0.0288, 0.0145
O, -0.019, 0.003, 0.0255
O, -0.0042, -0.045, 0.1046
O, -0.0051, -0.0793, 0.097
O, 0.0108, -0.0712, -0.1237
O, -0.0203, -0.0313, 0.0273
O, -0.0436, 0.0634, -0.0461
O, 0.0266, -0.0429, 0.0179
O, -0.051, -0.0279, -0.1143
O, 0.0399, 0.0359, -0.0236
O, 0.0391, -0.0856, 0.036
O, 0.0322, 0.0583, -0.0424
O, 0.0332, -0.0111, 0.0515
O, -0.0486, 0.0179, 0.1723
O, 0.0337, -0.0561, 0.0907
O, 0.041, 0.0216, -0.1157
O, -0.0109, -0.0275, -0.0139
O, 0.041, 0.0416, -0.0055
O, 0.0263, 0.023, -0.056
O, -0.0109, -0.0207, -0.0432
O, 0.0732, -0.0109, -0.2148
O, 0.0836, 0.0589, 0.0793
O, 0.0072, -0.0079, -0.0192
O, 0.1082, 0.0479, -0.0243
O, -0.0188, 0.2369, 0.2545
O, -0.2131, -0.1095, -0.0382
O, -0.0065, -0.0319, 0.0633
O, -0.5819, -0.2388, 0.0392
O, 0.0092, 0.0114, 0.0126
O, -0.0892, 0.1369, -0.0576
O, 0.084, 0.0705, -0.2724
O, 0.1106, -0.1673, -0.2958
O, 0.3227, 0.0729, 0.1685
O, 0.1593, -0.0686, -0.099
O, 0.0308, 0.1416, 0.4931
O, -0.1299, -0.0857, -0.0399
O, 0.116, 0.0284, 0.0536
O, -0.0324, 0.1153, -0.0011
O, 0.159, 0.0771, -0.0509
O, 0.0877, 0.1374, 0.0076
O, 0.1608, -0.0931, -0.0129
O, -0.0571, -0.0581, 0.0773
O, -0.0517, -0.2764, 0.3356
O, 0.029, -0.0317, -0.0333
O, -0.0122, -0.1595, 0.0062
O, -0.1133, 0.4369, -0.2854
O, 0.0155, 0.0879, -0.1358

The program warned: the cutoff lies below the one the program advises for these potential files; the exchange-correlation potential is rough where the density is thin.
